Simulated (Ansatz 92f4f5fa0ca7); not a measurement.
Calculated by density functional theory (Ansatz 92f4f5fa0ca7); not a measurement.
Periodic cell of 256 atoms, Si144O112, from a study of silicon, its oxide and their interface. The atomic structure is a simulated model.
Doubt: the cutoff is far below the 930 eV that the study's wrapper takes by default for these files, so forces and energies are approximate.
This geometry differs little from another in the collection (a relaxation step or a small displacement).

Settings
functional: PBE
potential files: Ansatz PAW
basis: plane waves
wave-function cutoff: 580 eV
density cutoff ratio: 5
exchange-correlation grid ratio: 1
k mesh: 1 x 1 x 1, Gamma-centred
self-consistency stop: 5e-08 eV per atom in the density residual
occupations: fixed
spin: none
net charge: 0

Cell vectors (angstrom)
a  10.938  0  0
b  0  10.938  0
c  -2.638  -4.898  36.4576

Atoms: element, x, y, z (angstrom)
Si  -1.4755  -5.9377  29.138
Si  1.466  -3.4392  29.2878
Si  -0.7883  -1.2683  28.8338
Si  1.7679  -9.1649  28.9172
Si  -7.3175  -5.754  28.9824
Si  -3.6718  -3.6922  29.1551
Si  4.0499  -0.4567  28.8631
Si  -3.8445  -8.8406  28.7613
Si  0.0957  -4.8621  30.4937
Si  2.9432  -2.004  30.3483
Si  0.1551  -10.4115  30.1501
Si  2.8039  -7.5512  30.3069
Si  -5.4432  -4.8505  30.2153
Si  -2.4694  -2.1346  30.3608
Si  5.6732  0.6819  30.1459
Si  -2.6178  -7.5927  30.3348
Si  -1.2672  -3.5125  31.7926
Si  1.4562  -0.7538  31.6781
Si  -1.2339  -9.0388  31.6115
Si  1.4487  -6.2968  31.7408
Si  4.2215  -3.4946  31.6737
Si  6.9538  -0.7629  31.6063
Si  4.2432  1.9779  31.6131
Si  -4.0803  -6.252  31.6448
Si  -2.638  -4.898  33.0393
Si  0.0965  -2.1635  33.0393
Si  -2.638  -10.367  33.0393
Si  0.0965  -7.6325  33.0393
Si  2.831  -4.898  33.0393
Si  5.5655  -2.1635  33.0393
Si  2.831  0.571  33.0393
Si  5.5655  -7.6325  33.0393
Si  1.3673  -1.3673  3.418
Si  4.1018  1.3673  3.418
Si  1.3673  4.1018  3.418
Si  4.1018  -4.1018  3.418
Si  6.8362  -1.3673  3.418
Si  -1.3673  1.3673  3.418
Si  6.8362  4.1018  3.418
Si  -1.3673  -4.1018  3.418
Si  2.7668  -0.0263  4.8227
Si  5.4648  2.7212  4.7835
Si  2.7027  5.477  4.7217
Si  5.4712  -2.7371  4.786
Si  -2.7674  0.0126  4.6917
Si  -0.0174  2.7273  4.8277
Si  8.2216  5.4369  4.845
Si  0.0194  -2.7725  4.7711
Si  1.3861  1.3398  6.1749
Si  4.0235  4.0857  6.061
Si  1.318  -4.1981  6.163
Si  4.0832  -1.444  6.2302
Si  -4.1407  1.2875  6.1196
Si  -1.4485  4.0065  6.3075
Si  6.8244  -4.1148  6.1677
Si  -1.4537  -1.4087  5.9835
Si  -0.2351  0.0521  7.2921
Si  2.467  3.0139  7.4701
Si  0.1642  -5.7436  7.5684
Si  2.9713  -3.1562  7.4732
Si  5.6993  -0.271  7.5048
Si  -2.5375  2.2175  7.5519
Si  5.2217  5.5887  7.3604
Si  -2.9701  -2.4668  7.4274
Si  -1.2708  -6.2653  34.4066
Si  1.4637  -3.5308  34.4066
Si  -1.2708  -11.7343  34.4066
Si  1.4637  -8.9998  34.4066
Si  4.1982  -6.2653  34.4066
Si  6.9327  -3.5308  34.4066
Si  4.1982  -0.7963  34.4066
Si  6.9327  1.9382  34.4066
Si  0.0965  -4.898  35.7738
Si  2.831  -2.1635  35.7738
Si  0.0965  -10.367  35.7738
Si  2.831  -7.6325  35.7738
Si  5.5655  -4.898  35.7738
Si  -2.638  -2.1635  35.7738
Si  5.5655  0.571  35.7738
Si  -2.638  -7.6325  35.7738
Si  1.3673  1.3673  0.6835
Si  4.1018  4.1018  0.6835
Si  1.3673  -4.1018  0.6835
Si  4.1018  -1.3673  0.6835
Si  6.8362  1.3673  0.6835
Si  -1.3673  4.1018  0.6835
Si  6.8362  -4.1018  0.6835
Si  9.5708  -1.3673  0.6835
Si  0  0  2.0507
Si  2.7345  2.7345  2.0507
Si  0  -5.469  2.0507
Si  2.7345  -2.7345  2.0507
Si  5.469  0  2.0507
Si  8.2035  2.7345  2.0507
Si  5.469  5.469  2.0507
Si  8.2035  -2.7345  2.0507
Si  -2.0566  4.8187  19.3497
Si  3.6699  0.9833  9.3524
Si  -3.8887  0.0895  18.6152
Si  2.3748  4.0777  22.4471
Si  6.3922  -6.7274  14.4207
Si  1.8678  -6.4883  15.6734
Si  5.4024  -6.7703  26.8876
Si  2.1979  -4.2251  13.403
Si  -1.6478  4.0341  13.8119
Si  7.8625  2.3283  10.6597
Si  -2.473  0.1479  26.5821
Si  -8.8199  0.2557  11.7559
Si  3.3044  -1.3502  14.2097
Si  1.6325  -1.1939  9.2679
Si  -1.7165  -1.3237  20.4256
Si  -6.5821  0.0936  22.2348
Si  6.2741  -4.3346  25.4166
Si  9.2494  6.7045  9.6527
Si  -10.3758  -6.548  18.2305
Si  1.4999  0.0711  23.2391
Si  0.3169  2.0181  16.4404
Si  0.3726  11.3604  20.3692
Si  -0.1756  8.7897  22.9301
Si  -4.696  -2.146  13.5282
Si  6.5698  -5.9885  10.025
Si  -6.6645  -11.8665  19.3695
Si  5.1947  -6.6374  23.9707
Si  -2.2294  -10.8184  15.8165
Si  -2.9796  0.2034  12.8455
Si  8.6661  -2.8521  15.1724
Si  0.7595  -5.7253  24.515
Si  5.3244  2.7072  19.0994
Si  -0.7885  -4.1431  12.606
Si  6.1953  2.5789  21.8917
Si  -8.6147  -8.3601  19.8376
Si  4.5721  -7.9595  16.3613
Si  4.9849  -4.8075  12.3481
Si  6.0443  -1.7955  26.8232
Si  8.3727  5.3187  16.3349
Si  7.6869  -3.9513  21.0761
Si  -1.8498  2.4016  21.5488
Si  2.9285  0.2711  16.8484
Si  0.2332  -7.3342  26.8043
Si  -6.1791  -2.7057  21.5796
Si  10.3089  1.6865  12.1775
Si  9.0265  6.6579  23.9457
Si  2.0475  -4.0509  22.5049
Si  -0.8259  1.8027  24.4551
O  5.9056  4.6728  8.562
O  -3.6985  -1.2376  12.5994
O  3.3656  6.2849  12.3507
O  1.2497  -0.051  21.6371
O  -4.1393  -2.722  27.9157
O  0.1867  -0.8773  8.6048
O  -1.1058  8.0597  24.0382
O  1.8902  -5.4475  14.4362
O  -2.872  -9.603  27.6505
O  0.9423  1.3939  11.8786
O  8.797  -4.0235  16.3234
O  2.9101  0.669  28.3856
O  0.372  -2.4388  28.4649
O  1.3405  4.1055  8.04
O  -1.2412  1.2377  7.8354
O  2.7017  -2.8604  14.1333
O  2.3517  2.793  21.4567
O  -1.4451  2.4076  10.9386
O  1.0729  4.8063  26.0626
O  7.8535  6.6894  25.0527
O  5.3566  3.5433  17.7007
O  -3.3551  1.8105  21.5985
O  -5.7801  -1.332  22.4109
O  -1.0053  -9.7414  15.9492
O  -1.2405  -1.2659  22.0185
O  2.5572  -0.2967  13.209
O  8.5645  8.1359  20.3058
O  -5.1626  -3.4326  12.6764
O  2.2275  -2.6528  8.874
O  1.174  3.9559  23.5391
O  1.7109  6.4817  24.075
O  5.1557  0.487  8.8952
O  6.8526  -1.3639  7.9965
O  4.1255  -4.2439  7.9734
O  -10.0391  -1.3187  23.8387
O  -1.6538  -1.4195  15.6742
O  -1.3778  -0.8026  27.3528
O  -6.9336  0.1013  20.6315
O  8.4146  6.4829  22.4448
O  3.3026  2.4723  8.8029
O  -3.2334  -7.257  13.6047
O  0.7535  -3.1622  21.9971
O  3.0394  -0.8641  15.7123
O  -0.8158  -6.6545  27.8246
O  -0.1271  -7.9572  17.7009
O  -1.4435  2.5632  23.1337
O  -1.8797  3.664  20.5057
O  -1.1763  5.223  12.8082
O  -2.8618  -11.2772  19.8078
O  5.3736  -5.9525  13.433
O  -3.8486  -0.6803  26.2404
O  1.4304  0.8932  16.8131
O  6.9097  -5.7202  15.6068
O  -7.4225  -3.3602  22.4124
O  -2.1175  -2.9578  8.7441
O  1.1822  -8.4208  27.5565
O  -5.2754  3.3843  20.5515
O  4.7091  -1.1009  27.4736
O  7.8333  0.523  14.4685
O  -3.184  -5.1423  19.9837
O  -0.7812  -8.2265  13.4403
O  -0.8339  -5.451  24.2781
O  -4.5422  -7.2155  23.0343
O  0.644  1.2117  24.0171
O  1.569  -1.0241  10.8873
O  5.435  -5.1799  10.8454
O  2.5047  -4.5695  28.5644
O  -3.1744  -10.7943  17.1511
O  -2.6211  -6.3327  17.8071
O  7.9591  -5.1976  9.7879
O  3.9401  -6.4629  27.5226
O  -0.3219  -0.8813  19.6324
O  11.7571  -3.925  12.6115
O  -7.1718  2.2517  19.2038
O  4.0388  1.4458  16.5592
O  -1.4857  4.5019  15.3785
O  1.3532  1.3295  19.4636
O  2.6338  -0.062  8.6383
O  6.9436  3.6472  10.9233
O  1.0475  3.0516  15.3709
O  -0.4511  -5.0475  8.9453
O  -1.2856  -3.6785  11.1293
O  6.1621  -5.3221  26.7249
O  7.0709  -2.6292  14.8511
O  -4.8034  -3.5739  21.4252
O  -6.7735  -2.4073  20.0688
O  -0.8434  1.3497  20.8805
O  -5.7225  -9.502  22.5055
O  5.6074  -7.9825  15.0989
O  -1.8411  0.6907  25.1544
O  -5.1828  -11.8404  18.6613
O  -0.627  2.8836  25.638
O  3.1788  -11.4946  18.2368
O  5.2162  -7.427  25.4036
O  -2.5759  -4.8143  28.5933
O  3.1227  0.19  23.324
O  5.4384  -5.0413  24.2035
O  1.1629  -5.7313  16.9497
O  3.793  -6.8618  23.2183
O  3.4123  0.9124  10.9733
O  7.6822  2.163  9.0465
O  4.9086  -1.3068  13.9235
O  -1.3621  0.2485  12.5172
O  2.1493  -5.4473  21.6439
O  -4.4879  12.4937  18.945
O  -3.6588  1.221  11.7382
O  5.6322  -2.8471  25.6318
O  1.7975  14.9087  19.195
O  3.3952  -6.8936  16.0382
O  -0.5087  -5.631  19.0601
O  -4.7455  -7.7754  27.8756
O  -1.4901  -3.2811  13.7999

Results
free energy: -155242.725 eV
free energy less fixed offsets of O -568.88, Si -635.61 eV per atom: -0.325 eV

Forces (eV/angstrom), in the order of the atoms: element, x, y, z
Si  -0.0937  0.0719  -0.1412
Si  0.0616  -0.0347  -0.0543
Si  0.0684  -0.0922  -0.1182
Si  0.0918  -0.0602  -0.1242
Si  -0.1576  0.0963  -0.2271
Si  0.0693  -0.0463  -0.2262
Si  -0.0599  0.0877  -0.0521
Si  -0.0107  0.0461  -0.1882
Si  -0.0065  0.0157  0.01
Si  -0.0201  0.0118  -0.0049
Si  0.0143  -0.0031  0.0165
Si  0.0315  -0.0467  0.0669
Si  0.0424  -0.0087  0.0843
Si  0.0344  0.021  0.0792
Si  0.0101  0.0102  0.0336
Si  -0.0184  0.0142  0.0285
Si  -0.0142  -0.0196  -0.0409
Si  0.033  -0.0208  -0.0227
Si  -0.0236  0.0028  -0.0157
Si  -0.0064  0.0549  -0.0409
Si  -0.0375  0.0276  -0.0301
Si  -0.0009  0.0033  -0.0196
Si  -0.0182  -0.0419  0.0202
Si  0.0429  -0.0126  0.0042
Si  -0.5631  -0.1902  0.1496
Si  0.3924  0.3267  0.5083
Si  0.087  0.066  -0.3022
Si  -0.2556  -0.5108  0.2083
Si  0.1084  0.1389  -0.0176
Si  0.3465  0.239  -0.1394
Si  0.1848  0.3768  -0.2274
Si  -0.0521  0.0344  0.102
Si  0.1674  0.0118  0.1714
Si  0.0616  -0.2382  0.0535
Si  -0.4018  -0.1851  -0.1679
Si  0.0349  0.171  -0.1878
Si  -0.3267  -0.1678  -0.4738
Si  0.1338  0.2778  -0.2202
Si  0.1061  0.0321  0.231
Si  0.0283  -0.3625  0.1137
Si  -0.0122  0.0374  0.0042
Si  -0.0217  0.0156  0.0247
Si  0.0003  -0.0113  0.0391
Si  0.0006  0.0025  0.0128
Si  0.0034  0.0124  0.0425
Si  -0.0035  -0.0075  -0.0173
Si  -0.0161  0.0144  0.0205
Si  -0.0459  0.0085  0.0369
Si  -0.0447  -0.0317  -0.0137
Si  -0.0407  0.0159  -0.0465
Si  0.0478  -0.0354  -0.0203
Si  0.0197  -0.0647  -0.018
Si  0.0402  -0.041  -0.0326
Si  0.037  -0.0075  0.008
Si  -0.0002  0.0305  -0.042
Si  -0.0119  0.0309  -0.0248
Si  -0.1618  0.1101  0.0776
Si  -0.0545  0.1572  0.1084
Si  0.1093  -0.0823  0.0543
Si  0.0608  -0.1142  0.0303
Si  0.1301  -0.0493  0.0949
Si  0.0451  -0.1631  0.1509
Si  -0.1176  0.03  0.1616
Si  -0.0933  0.1324  0.1125
Si  -0.1398  -0.1235  -0.0338
Si  0.0378  0.1053  0.0074
Si  0.061  -0.0091  0.0061
Si  0.0699  0.0581  0.0191
Si  0.04  -0.0144  -0.0019
Si  0.0715  -0.0175  0.0149
Si  0.0486  0.0741  -0.0552
Si  0.0384  0.0863  -0.0461
Si  0.0249  0.0011  -0.0436
Si  0.0062  -0.0728  -0.0114
Si  -0.0095  0.0048  -0.0176
Si  -0.0643  0.0447  -0.0001
Si  -0.0359  0.0466  -0.0122
Si  -0.0172  -0.0158  -0.006
Si  0.0045  -0.0294  -0.0348
Si  0.0115  0.0139  -0.002
Si  0.0219  -0.0205  0.0061
Si  0.0058  -0.0051  0.0193
Si  0.0052  0.0177  0.0307
Si  -0.0183  0.0218  0.0098
Si  0.0049  -0.0036  0.0368
Si  -0.0152  0.0297  0.0067
Si  0.0419  -0.0015  0.0046
Si  0.032  -0.0243  0.0208
Si  -0.0231  0.0375  0.0398
Si  -0.0853  -0.0735  0.0507
Si  -0.0619  -0.0908  -0.0319
Si  0.054  0.0195  -0.0205
Si  -0.0559  -0.0493  -0.0445
Si  0.0656  -0.0113  -0.0158
Si  -0.0323  0.0229  0.0297
Si  -0.0952  -0.0083  0.0374
Si  0.0246  -0.003  0.0353
Si  -0.0029  0.0172  0.119
Si  0.0075  0.0036  -0.0054
Si  0.0066  0.0274  0.0588
Si  -0.0028  0.0026  -0.0882
Si  -0.0027  0.0121  -0.0793
Si  0.0114  -0.0274  -0.0986
Si  0.0148  0.0328  -0.0383
Si  0.0008  -0.0007  -0.0663
Si  0.0474  -0.0112  0.1344
Si  -0.0132  0.0171  -0.0613
Si  -0.0321  0.015  0.1071
Si  0.0029  -0.0146  -0.0753
Si  -0.0428  -0.0018  0.1073
Si  0.0249  -0.0284  0.0777
Si  -0.0127  -0.0082  0.0481
Si  0.0096  -0.0421  -0.0782
Si  -0.005  0.0207  0.0526
Si  0.0016  -0.0018  -0.0141
Si  -0.0093  0.0021  0.026
Si  -0.0107  0.0275  -0.078
Si  -0.0054  -0.0136  0.0826
Si  0.0117  -0.0555  0.059
Si  -0.0226  0.0018  -0.0392
Si  -0.0263  0.0004  0.1143
Si  0.0015  -0.0073  0.0593
Si  0.0079  0.0289  0.0006
Si  0.0064  -0.0157  -0.1077
Si  0.0244  -0.0243  -0.0564
Si  -0.0152  0.0091  -0.0959
Si  -0.0233  0.0033  -0.0301
Si  0.0092  0.0075  0.0377
Si  0.0106  -0.0307  0.0549
Si  0.0068  0.0274  0.09
Si  -0.0185  0.0269  0.0726
Si  0.0103  0.0111  -0.0846
Si  -0.0053  0.0114  0.0211
Si  -0.0142  -0.0265  -0.059
Si  -0.0033  0.003  -0.095
Si  0.0117  -0.016  0.1008
Si  0.0225  0.0032  0.085
Si  0.0034  -0.0143  -0.0862
Si  -0.0222  0.0482  -0.0502
Si  -0.0178  -0.0262  0.0731
Si  -0.0163  -0.0185  -0.0002
Si  0.0083  -0.0038  0.0029
Si  -0.0382  -0.008  0.0329
Si  0.0114  0.0119  -0.025
O  -0.0249  0.0288  -0.0987
O  -0.0004  0.0064  0.0055
O  0.0012  -0.006  0.0003
O  -0.0019  -0.0005  -0.0467
O  -0.0171  0.0023  0.0649
O  0.0453  0.0178  -0.0686
O  0.0159  0.026  -0.0209
O  -0.0007  -0.031  0.0493
O  -0.0198  0.0226  0.0992
O  0.0299  -0.0101  -0.0169
O  0.0023  -0.0166  0.0542
O  0.0035  -0.0163  0.1226
O  -0.0262  0.0451  0.0749
O  0.0078  -0.0237  -0.1003
O  0.0416  -0.0872  -0.076
O  -0.0018  -0.002  0.0268
O  0.0058  -0.0161  -0.0615
O  -0.0245  0.0167  -0.0246
O  -0.0066  -0.0287  0.0465
O  -0.044  -0.0023  0.0367
O  -0.0162  -0.0065  0.0266
O  -0.0161  -0.012  -0.0337
O  -0.0059  0.0085  -0.029
O  0.0183  0.0064  0.045
O  -0.0114  0.0185  -0.0462
O  -0.0054  0.0046  -0.0195
O  -0.0009  0.0238  -0.0419
O  -0.0005  -0.0191  -0.0045
O  -0.0123  0.0469  -0.0207
O  0.0029  0.0034  -0.0119
O  0.0009  -0.0129  0.0029
O  -0.0277  0.0031  -0.0628
O  0.0266  -0.0238  -0.1028
O  0.0159  -0.0049  -0.1029
O  -0.0045  0.0098  -0.0112
O  0.0036  0.0003  0.0463
O  0.0104  -0.0045  0.0766
O  -0.0059  -0.0014  -0.0436
O  -0.0113  0.0077  -0.0492
O  -0.004  -0.0387  -0.0728
O  -0.0094  0.0114  0.031
O  0.0028  0.0131  -0.0157
O  -0.004  0.0188  0.0876
O  0.0005  0.0206  0.0709
O  -0.0019  -0.0005  0.0322
O  -0.0012  -0.0092  -0.0238
O  -0.0053  0.0185  -0.0426
O  -0.0121  0.0116  0
O  -0.0151  0.0027  -0.0172
O  0.0093  -0.0041  0.0226
O  0.0008  -0.0143  0.0345
O  0.0053  -0.0012  0.0381
O  0.019  0.0077  0.0546
O  0.0329  0.0144  -0.0315
O  0.0009  -0.0236  -0.0627
O  0.0072  -0.015  0.0738
O  -0.0118  -0.0023  -0.0588
O  0.0096  -0.0078  0.0429
O  -0.0024  0.0068  0.0518
O  0.0098  -0.0169  -0.0438
O  0.0017  0.0133  0.0341
O  0.0061  -0.002  -0.0027
O  -0.004  -0.0162  -0.0247
O  -0.0026  0.0019  0.0034
O  0.0052  -0.0278  -0.0892
O  0.0233  -0.0073  -0.0479
O  -0.029  0.0556  0.1273
O  -0.0236  -0.0017  0.0515
O  0.0042  -0.0081  0.0237
O  0.0229  0.0051  -0.0496
O  0.0152  0.0038  0.1262
O  -0.0105  0.0029  -0.013
O  -0.001  0.0084  -0.0101
O  0.0115  -0.0182  -0.0222
O  0.0039  -0.0001  0.0333
O  -0.0079  0.0057  0.0611
O  0.01  -0.0092  -0.0268
O  -0.0017  -0.001  -0.0365
O  -0.0059  0.0061  -0.0571
O  0.0024  -0.0107  0.0413
O  -0.0185  0.0113  -0.0448
O  0.0019  0.0004  -0.0595
O  0.0163  0.0029  0.0299
O  0.0165  -0.0115  0.0551
O  -0.0133  0.015  -0.0227
O  0.0027  0.0274  -0.0387
O  -0.0092  -0.0087  -0.0389
O  -0.0011  -0.0221  -0.0242
O  -0.0144  -0.012  0.0583
O  -0.0205  -0.0306  0.0699
O  0.0022  0.003  -0.0049
O  0.0022  0.0097  0.0395
O  -0.004  -0.0018  0.0224
O  0.0022  0.0166  0.0648
O  0.0387  -0.0649  0.1654
O  0.0204  -0.0026  -0.0176
O  0.0059  -0.0007  0.0267
O  -0.0041  -0.0077  0.0437
O  0.0009  -0.0131  -0.0015
O  0.0335  0.0095  -0.0967
O  0.0365  0.0145  -0.1804
O  -0.0039  0.0095  0.0337
O  -0.0131  0.0162  0.0155
O  0.0045  0.0091  -0.0202
O  -0.0066  0.0023  -0.0051
O  -0.0048  0.0099  -0.0286
O  0.0112  0.03  0.0677
O  -0.0041  0.0024  -0.024
O  0.0057  -0.0127  0.0418
O  0.0044  -0.0047  -0.0119
O  0.0319  -0.0432  0.0911
O  0.0047  0.0037  0.0227

The program warned: the cutoff lies below the one the program advises for these potential files; the forces do not sum to zero within the program's tolerance; the exchange-correlation potential is rough where the density is thin.
